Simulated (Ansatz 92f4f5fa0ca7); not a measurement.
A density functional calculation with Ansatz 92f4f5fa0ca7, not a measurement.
Periodic cell of 158 atoms, Si90O68, from a study of silicon, its oxide and their interface. The atomic structure is a simulated model.

Settings
functional: r2SCAN
potential files: Ansatz norm-conserving
basis: plane waves
wave-function cutoff: 1300 eV
density cutoff ratio: 4
exchange-correlation grid ratio: 1
k mesh: 2 x 2 x 1, shifted by 0.5 0.5 0.5 of a step
self-consistency stop: 5e-08 eV per atom in the density residual
occupations: Fermi-Dirac, 0.05 eV
spin: none
net charge: 0

Cell vectors (angstrom)
a	10.88	0	0
b	0	10.88	0
c	0	0	21.865

Atoms and the computed forces on them: element, x, y, z (angstrom), force x, y, z (eV/angstrom)
Si	0.0385	0.0924	-0.1725	2.5394	-2.6032	-3.0528
Si	1.734	3.759	0.5835	1.4673	-0.4455	-3.9054
Si	-0.9152	5.4289	-0.2337	1.6599	-4.6792	0.0204
Si	4.4396	9.0362	-1.3242	0.9882	1.0969	2.6409
Si	6.0136	-0.2129	-0.2118	-0.1672	0.7365	-1.145
Si	7.4927	1.8771	-0.4149	1.1161	-1.0598	0.3324
Si	6.6527	4.3617	0.4655	-2.3829	1.7119	-0.9222
Si	8.5912	8.6768	-0.0208	-1.3548	3.5315	-1.2473
Si	1.2903	1.4042	1.174	0.8005	1.4442	1.5251
Si	4.373	4.2194	1.3235	-0.312	-0.5077	0.779
Si	1.8052	6.6598	1.1975	-1.6248	0.7704	1.1955
Si	4.0232	9.104	1.4264	-3.1095	0.3205	-2.3332
Si	6.6828	0.9736	1.6991	-3.8518	2.8231	-2.1484
Si	8.4492	3.4219	1.4303	2.0067	-0.1485	1.1596
Si	6.6412	6.8048	0.9607	-0.9621	-2.6875	2.1404
Si	9.6751	9.7788	1.5859	1.6259	-1.1197	-1.4393
Si	-0.0838	2.7201	2.7383	-0.1283	-0.542	-0.8157
Si	2.7313	-0.0259	2.6339	-0.0614	0.2741	-0.3843
Si	0.0348	8.1773	2.6938	0.5112	-1.2374	0.065
Si	2.7327	5.4341	2.8375	1.3495	-0.6394	0.0862
Si	5.4273	2.6539	2.7612	-0.2729	0.1034	0.0632
Si	8.2018	0.0234	2.6704	1.4977	-1.0383	4.3291
Si	5.4435	8.1562	2.7813	1.6933	-1.1976	0.1066
Si	8.1476	5.4342	2.8781	-0.9381	0.0615	-1.6013
Si	1.36	4.08	4.1083	-0.7932	-0.354	-0.1365
Si	4.08	1.36	4.1083	-0.5602	-0.5754	-0.0088
Si	1.36	9.52	4.1083	0.4037	-0.1972	-0.431
Si	4.08	6.8	4.1083	0.4599	-0.2445	0.5011
Si	6.8	4.08	4.1083	-0.2856	-0.5366	0.2639
Si	9.52	1.36	4.1083	-0.4729	0.2513	0.0635
Si	6.8	9.52	4.1083	0.7397	0.1722	-0.2513
Si	9.52	6.8	4.1083	0.7825	0.544	-0.0546
Si	0	0	5.4777	0.1693	0.4621	-0.3656
Si	2.72	2.72	5.4777	0.1652	0.0334	0.3288
Si	0	5.44	5.4777	0.2386	-0.1116	0.1556
Si	2.72	8.16	5.4777	-0.376	0.4321	-0.1581
Si	5.44	0	5.4777	-0.7809	-0.2974	-0.1657
Si	8.16	2.72	5.4777	0.2917	-0.0867	0.3837
Si	5.44	5.44	5.4777	0.1714	0.2352	0.0031
Si	8.16	8.16	5.4777	-0.5436	-0.1108	-0.1036
Si	1.3595	1.3314	6.8064	-0.365	-1.3626	1.5246
Si	4.173	4.0274	6.7814	0.4143	-0.3475	0.9885
Si	1.5763	6.6013	6.8666	-1.078	0.3788	1.064
Si	4.0229	9.5967	6.9107	-0.2751	-0.6791	0.9311
Si	6.7595	1.3534	6.8133	1.3335	-0.2748	0.5763
Si	9.4267	4.1921	6.9026	0.4395	0.2722	0.5189
Si	6.7723	6.8459	6.8403	-0.675	-0.3208	0.2641
Si	9.443	9.635	6.7288	-0.7146	0.1886	2.1178
Si	0.0331	3.1632	8.6463	-2.4362	3.3429	2.3914
Si	1.3607	-1.2349	7.5967	2.3523	1.3764	-0.7418
Si	-0.2537	8.5311	8.6514	-0.1956	-1.071	-2.9371
Si	2.0248	2.8265	10.0452	-0.9	3.145	1.1068
Si	5.7754	2.5767	8.4069	-3.2807	-0.3218	-2.285
Si	7.9666	0.0106	8.6856	1.7179	1.8182	-1.2931
Si	4.2449	7.2791	7.9269	2.1553	0.3694	1.5695
Si	8.1306	5.6694	8.39	-0.0186	0.1912	0.0492
Si	3.8802	1.7033	9.4299	1.8763	-2.6591	2.1914
Si	5.6197	-0.5889	8.8748	-2.0532	0.0608	1.6538
Si	0.7239	10.0151	10.5528	-0.7608	2.6788	2.5662
Si	5.445	7.0034	11.4202	3.2142	0.2199	-5.2654
Si	6.2952	4.7428	10.6768	0.7466	1.5878	-0.1551
Si	9.6777	1.847	10.3273	0.7658	-0.7848	-0.253
Si	7.4193	9.5012	10.468	-5.8032	1.6298	1.8512
Si	9.2795	8.6292	10.2596	0.2745	-2.3505	3.9062
Si	1.6712	-5.6542	12.3232	-4.5004	-6.6184	-4.2364
Si	3.8995	2.6185	12.1528	0.5334	-2.1669	0.39
Si	1.2113	8.0616	15.5271	4.3175	3.475	-5.5964
Si	7.959	0.0762	15.0016	-4.5427	-4.177	0.0076
Si	3.686	6.7092	13.9781	-3.1635	2.8798	1.3797
Si	8.122	2.8587	11.9079	2.6349	-2.4042	-0.5329
Si	1.4423	2.7733	13.7936	0.34	-0.0457	-2.0639
Si	8.1168	5.1466	15.4564	-0.3398	1.0334	2.8222
Si	-0.002	7.9828	12.6416	-1.2181	-2.4074	1.4713
Si	3.5052	14.0474	16.0461	2.077	-5.721	-2.2888
Si	10.2418	-0.833	16.2451	3.2907	1.1281	-4.9011
Si	9.6656	2.6884	14.9435	0.4583	-10.5177	-8.7154
Si	6.173	11.5853	12.5977	-0.7699	-2.6702	-1.1508
Si	5.6463	12.909	19.656	1.9728	-0.6926	-3.7168
Si	-1.0208	0.7153	18.4941	-3.6984	-0.8449	3.6596
Si	1.9924	4.4014	19.4101	-0.5767	-7.3313	1.7895
Si	-0.5702	7.4471	19.8481	2.8568	3.5929	-3.3687
Si	3.6655	5.8704	17.7595	-2.4451	-2.0145	-2.4457
Si	6.8311	10.2055	17.7219	2.3427	11.026	1.0144
Si	5.4557	4.5694	14.5096	-1.4111	-2.6547	-1.3149
Si	-3.6587	4.6234	18.1185	-5.1052	-1.4244	1.9422
Si	6.1792	7.373	18.556	1.0142	-0.4588	6.4543
Si	9.8494	3.6305	19.185	-5.1285	1.6013	1.5223
Si	12.6198	-1.2802	19.2821	2.2488	6.482	6.0402
Si	3.1367	12.4585	18.3511	-5.289	-0.1729	-0.1969
Si	10.1393	7.1196	16.8174	1.1626	-0.9742	1.6752
O	1.408	-1.0266	-0.8283	-1.4826	0.8393	0.5994
O	3.5058	-1.4393	-2.5753	-2.5108	-1.2554	-0.7806
O	0.3682	3.9843	-0.3703	-0.1544	1.8774	1.7491
O	-1.2411	2.2942	-3.4725	-0.4605	-2.9163	0.0009
O	-1.1316	7.0172	-3.483	-0.1881	-2.349	2.0623
O	0.2844	6.4919	-1.0345	-1.6455	-0.4392	-1.5415
O	2.7646	7.9483	1.1958	1.6233	1.0712	-0.1844
O	7.566	-0.5473	-0.6799	1.0934	-3.8545	1.0945
O	2.8361	3.7478	-1.0627	-3.0389	2.3682	0.911
O	9.0542	3.9993	-1.207	2.0927	1.6434	-2.2005
O	8.7421	4.4254	-3.7311	2.1388	-0.2633	1.0953
O	6.5912	3.1531	-1.0282	-2.035	1.5195	1.0683
O	6.7484	5.8653	-2.7655	0.9469	2.2764	-0.6474
O	7.853	7.2489	0.0035	0.6886	1.5275	-0.8729
O	9.5855	8.664	-1.2924	-1.6698	-1.0653	0.4285
O	4.554	0.0734	10.1723	-0.1098	1.5009	-3.374
O	5.3654	7.3096	9.5758	-2.8739	-0.5342	0.9432
O	2.7858	-2.959	14.7117	0.1599	-1.849	0.2126
O	6.1786	3.6096	9.5092	1.3419	1.571	1.8174
O	0.3266	9.5911	12.2489	1.6311	-3.0165	-0.549
O	0.0346	11.614	11.0151	-1.6028	0.8086	-2.1931
O	4.6667	7.0081	12.7721	0.3721	1.7605	0.1738
O	4.5437	5.9697	15.0941	2.2337	-3.3904	-0.552
O	2.4115	4.3102	10.9327	-1.4335	0.4965	1.9502
O	7.5698	4.3723	11.6355	-0.5057	-1.3406	-0.0332
O	11.5096	1.784	8.2941	2.5074	-4.9574	-4.5783
O	11.1456	-8.7505	14.6824	0.0034	-0.2904	1.1319
O	10.6266	7.0409	7.9849	1.8175	-0.9132	-0.4465
O	6.3821	10.1091	11.7599	1.3782	-0.3484	0.6695
O	9.4071	7.8286	11.8416	1.4525	0.6149	-0.7809
O	9.2227	2.9319	13.1821	-1.6565	-0.5723	2.395
O	0.9602	-4.0313	16.4928	-2.8634	-1.151	2.5426
O	0.8207	-6.714	13.3086	0.7208	-1.3353	-1.1425
O	7.0392	1.4989	11.5494	2.3212	5.0411	0.1345
O	4.8364	3.8777	12.8145	0.5456	1.2481	1.332
O	2.6861	14.1385	14.625	0.409	0.4939	4.1759
O	1.1381	9.7067	15.6842	-2.5433	-1.2776	1.1687
O	4.6989	1.2761	12.7653	-0.3407	0.3318	-0.347
O	6.9407	-0.5674	16.1456	-0.7122	0.453	-2.0552
O	7.0777	5.1887	14.1734	-1.1925	-1.665	1.1682
O	8.9913	3.6435	15.7665	-4.7389	10.1124	3.7743
O	4.0425	12.6374	19.5913	3.6438	-0.3677	2.5722
O	6.922	5.3018	16.6543	0.625	-1.575	-1.4136
O	3.6628	4.2832	17.0792	0.415	5.2169	2.1818
O	1.7577	0.4814	19.1506	2.4748	-1.1876	-3.8709
O	5.9137	3.3307	18.4568	2.678	0.9021	0.3752
O	0.2195	7.6262	14.3202	-1.3393	1.1554	-3.1199
O	0.4486	6.1281	12.3524	-2.6842	6.9986	-2.5021
O	2.762	5.7643	13.1082	5.1302	2.0013	3.9523
O	2.3207	12.8655	12.5975	-0.3157	1.5448	0.3838
O	3.6468	12.4246	16.7495	-1.8827	1.9395	1.5541
O	9.1896	-1.0306	14.9375	0.0842	0.8197	-0.3129
O	8.7448	1.1906	15.5518	5.7074	9.0527	1.3443
O	10.6992	0.3621	17.1838	0.1917	-0.0638	0.508
O	6.0731	11.4624	18.6553	-0.2243	-1.3874	-1.0362
O	6.8773	11.7048	14.0268	0.9498	-1.7071	-0.2621
O	10.0318	8.6637	16.8098	-0.9723	-1.3427	1.2378
O	0.3771	4.0253	18.7736	4.2789	4.437	1.1201
O	-0.6925	0.6818	20.3378	-0.5385	-0.5141	-2.4503
O	0.4342	-2.0707	19.057	0.0217	-3.1855	-1.5316
O	-1.903	6.5608	15.8969	-0.889	-3.5239	-1.9927
O	4.9338	2.9656	15.2459	3.2605	5.1583	-0.8246
O	2.3196	2.9666	18.5543	0.0325	0.8758	-1.2269
O	8.3478	10.682	18.1107	4.7699	1.1834	1.3538
O	6.7067	8.7518	17.9296	-1.35	-8.4025	1.8664
O	5.6085	7.951	20.2406	0.6305	-0.6398	-2.9345
O	4.873	6.8147	17.9814	-1.8089	0.1977	-2.0689
O	13.6092	5.7991	19.0935	-0.1066	0.053	-0.6795

Results
free energy: -42062.128 eV
free energy less fixed offsets of O -463.61, Si -117.95 eV per atom: 78.852 eV
pressure: -1.70 GPa
stress xx, yy, zz, yz, xz, xy (GPa, positive in tension): 0.22, 2.01, 2.89, 1.47, -1.1, -0.32
